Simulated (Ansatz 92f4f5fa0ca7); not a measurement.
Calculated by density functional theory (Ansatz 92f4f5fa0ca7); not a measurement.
Periodic cell of 220 atoms, Si132O88, from a study of silicon, its oxide and their interface. The atomic structure is a simulated model.
This geometry differs little from another in the collection (a relaxation step or a small displacement).

Settings
functional: r2SCAN
potential files: Ansatz PAW
basis: plane waves
wave-function cutoff: 800 eV
density cutoff ratio: 5
exchange-correlation grid ratio: 1
k mesh: 1 x 1 x 1, shifted by 0.5 0.5 0 of a step
self-consistency stop: 1e-10 eV per atom in the density residual
occupations: fixed
spin: none
net charge: 0

Cell vectors (angstrom)
a 10.888 0 0
b 0 10.888 0
c 0 0 31.7199

Atoms: element, x, y, z (angstrom)
Si 0.0611 0.4701 -0.2484
Si 3.6587 2.16 0.0222
Si -0.3226 5.676 0.0455
Si 2.9943 8.0571 0.1908
Si 5.1473 0.2184 0.1449
Si 8.466 2.5248 0.1222
Si 5.083 5.6644 0.0976
Si 8.3843 7.898 0.0745
Si 1.6317 1.4795 1.1325
Si 4.1492 4.0004 1.4468
Si 1.3319 6.8101 1.3215
Si 4.1293 9.5497 1.5473
Si 6.848 1.3281 1.3529
Si 9.5164 4.1358 1.4415
Si 6.7828 6.7404 1.315
Si 9.5455 9.306 1.5037
Si 0.1418 2.7469 2.6139
Si 2.6813 0.0338 2.7299
Si 0.0485 8.0648 2.8599
Si 2.6776 5.3844 2.6918
Si 5.5503 2.7035 2.7918
Si 8.2163 -0.0459 2.7101
Si 5.5275 8.1413 2.7673
Si 8.1122 5.4263 2.7763
Si 1.369 4.0694 4.1108
Si 4.0953 1.3609 4.0794
Si 1.3715 9.5314 4.1175
Si 4.0854 6.7662 4.0407
Si 6.8369 4.0618 4.1714
Si 9.6175 1.3644 3.9929
Si 6.8586 9.5156 4.12
Si 9.5077 6.7491 4.1467
Si 0.0037 0.0052 5.4395
Si 2.7529 2.7189 5.4532
Si -0.0086 5.4009 5.4784
Si 2.7507 8.1541 5.4324
Si 5.4459 -0.008 5.4414
Si 8.2417 2.6895 5.4346
Si 5.4285 5.4312 5.4524
Si 8.1849 8.1571 5.4839
Si 1.3745 1.3552 6.7925
Si 4.087 4.0833 6.8227
Si 1.3549 6.8065 6.7953
Si 4.0837 9.5257 6.8073
Si 6.8145 1.3646 6.7874
Si 9.5368 4.0596 6.8404
Si 6.7885 6.8013 6.8044
Si 9.5278 9.5424 6.8122
Si 0.0257 2.7089 8.16
Si 2.6992 -0.011 8.1709
Si -0.0214 8.1637 8.1612
Si 2.7176 5.4443 8.1557
Si 5.4599 2.7364 8.1755
Si 8.1468 0.0001 8.1554
Si 5.4386 8.1718 8.1526
Si 8.1511 5.4462 8.1641
Si 1.3607 4.0853 9.5161
Si 4.059 1.3767 9.5085
Si 1.3056 9.522 9.5337
Si 4.0665 6.8265 9.4942
Si 6.8088 4.1162 9.554
Si 9.5114 1.3779 9.4801
Si 6.7895 9.5231 9.5151
Si 9.4831 6.825 9.5371
Si -0.0989 0.0053 10.8642
Si 2.7028 2.7347 10.8996
Si -0.0282 5.4382 10.8436
Si 2.6682 8.1329 10.8537
Si 5.4137 -0.0017 10.8334
Si 8.2086 2.7427 10.8707
Si 5.4421 5.527 10.8793
Si 8.1194 8.1893 10.934
Si 1.2639 1.3444 12.1956
Si 4.079 4.1738 12.1905
Si 1.2946 6.7747 12.2217
Si 4.0155 9.5215 12.1512
Si 6.809 1.3677 12.1364
Si 9.5784 4.0909 12.2661
Si 6.7544 6.869 12.3421
Si 9.4144 9.606 12.3007
Si 0.0201 2.6847 13.6788
Si 2.6313 -0.0282 13.4873
Si -0.0375 8.2286 13.5297
Si 2.6636 5.419 13.6092
Si 5.5078 2.7995 13.4176
Si 7.986 0.0594 13.702
Si 5.3027 8.2738 13.6608
Si 8.1954 5.4545 13.6049
Si 1.7912 3.6592 14.9618
Si 4.0434 1.4501 14.5685
Si 1.5291 9.3113 14.9048
Si 3.7091 7.0578 14.9166
Si 7.0354 3.8598 14.867
Si 9.2161 1.6141 14.9609
Si 6.1454 10.0649 15.0016
Si 9.4995 6.9253 14.8846
Si 29.4096 -11.32 21.1931
Si -2.7066 -1.0623 27.1306
Si 4.3797 15.7289 26.6298
Si 21.2355 13.6841 24.8139
Si 13.3234 0.7694 27.4268
Si 9.5385 5.7298 20.9614
Si -1.1505 14.4356 18.9995
Si 11.6501 19.9116 23.6832
Si -13.5838 12.8523 29.0871
Si 0.741 11.2045 20.0003
Si 5.2724 2.5965 21.614
Si 13.5454 -1.5586 29.0571
Si 4.2194 14.9868 29.5087
Si 0.2673 22.1203 17.0548
Si 10.0494 0.6113 22.5192
Si 4.7561 -0.4421 22.1889
Si -9.671 15.9352 29.2636
Si 9.5808 7.6172 25.6247
Si -7.2225 18.5998 26.8532
Si 13.1969 19.6535 21.1995
Si 7.1274 23.7761 19.5464
Si 16.4253 -16.116 17.0285
Si 19.9069 19.1004 19.5669
Si -4.724 3.5873 24.3738
Si -6.2846 25.2664 18.9621
Si -0.3198 0.387 28.4375
Si -9.9742 7.5484 27.6908
Si -10.0521 17.885 19.5437
Si -3.1701 1.8501 26.2666
Si 12.6254 36.1691 26.8097
Si 12.6735 -19.457 18.4648
Si 11.096 16.18 17.0881
Si -3.4579 -13.6067 16.9384
Si -3.8902 20.8644 29.7411
Si 14.2839 -0.8585 25.0075
Si 8.836 16.112 23.9065
O 0.3561 0.1773 -1.8201
O -1.4911 -6.6707 -11.2874
O 11.182 -6.1549 -1.1663
O -7.6039 11.1846 -5.5853
O -1.4212 6.7841 -0.5199
O -3.0895 8.8577 -1.1211
O 16.1467 3.2005 -8.6197
O -8.2788 13.2457 -4.1681
O 11.2841 3.0361 -12.7632
O 16.191 4.4621 -6.3299
O 14.9664 30.4889 -6.0625
O -11.6954 26.0188 -7.5504
O 4.0545 6.8931 -0.2631
O 8.0388 13.9013 -1.4052
O -2.443 7.8469 15.7224
O 7.2669 0.4108 19.8453
O 2.6014 -2.715 15.4175
O 3.7791 9.3926 21.4233
O -0.328 17.1418 15.9236
O -0.2391 1.0278 21.0698
O 10.6136 -2.7318 19.2495
O 21.564 18.9512 24.5266
O 18.3366 4.418 23.8853
O 1.3263 -0.9814 20.682
O 3.0436 13.4953 15.2624
O 11.6893 15.0839 27.9468
O 9.7672 4.6252 17.772
O 33.5242 -7.9915 25.6086
O 3.1582 3.1437 18.3001
O 1.2318 9.01 28.3134
O -12.1372 12.2997 31.5917
O 8.2408 -2.2542 18.2365
O 1.2138 15.0992 16.4084
O 15.4896 -15.3557 26.8579
O -10.057 9.9541 16.242
O -2.4357 0.4364 22.303
O 10.8215 0.0043 18.6117
O 2.9732 10.8906 28.7549
O -8.0561 15.4333 26.2435
O 19.3376 8.6996 26.0138
O 31.3281 20.9893 27.9651
O 17.1487 -6.3649 16.1347
O 20.6074 12.656 28.5758
O -0.2009 21.0007 23.0093
O 34.5169 20.6407 24.6176
O 8.1338 13.6556 15.4324
O -13.1619 -1.6394 20.7398
O -15.247 -1.4656 16.4584
O 9.1566 13.3167 25.8295
O 17.8892 -1.4437 28.1972
O 1.6283 29.9906 22.5708
O 0.9868 17.4951 28.9865
O -6.2196 22.8599 21.6372
O 1.4264 12.3756 17.1084
O -4.6118 -11.835 21.9225
O 15.2902 14.3885 20.579
O 28.3433 17.7521 17.3311
O 9.0708 16.8041 22.4778
O 8.5095 13.3834 18.8394
O -0.5032 18.2046 26.9935
O 3.7806 -2.4602 28.3065
O 21.9901 17.0027 20.7551
O 6.619 24.0344 25.169
O 3.9272 2.6431 30.1731
O -11.1546 9.9257 32.1329
O -9.8373 6.1126 18.2052
O 9.8371 0.9269 16.3179
O -2.2667 17.6044 20.0542
O -6.6149 6.3015 16.252
O 2.0249 1.2395 19.65
O 7.7489 0.2468 26.3051
O -5.0776 13.2952 18.6469
O -6.1202 4.0502 27.991
O 5.3277 4.9238 30.3713
O -12.983 28.1089 25.0722
O 6.7997 13.5213 21.0234
O 2.565 8.9541 30.6094
O -14.0545 22.3111 29.6976
O 2.2496 -3.2837 20.0629
O -5.8332 0.3758 15.3752
O -16.2094 -11.4769 30.4537
O 0.8254 22.325 27.3085
O -5.8376 4.9408 18.3929
O 2.1109 29.0376 26.6354
O 10.4103 12.6076 23.6223
O -8.0994 4.8635 29.5661
O 15.1995 10.4671 23.7517
O -3.533 13.2847 27.7641

Results
free energy: -134623.675 eV
free energy less fixed offsets of O -570.45, Si -639.56 eV per atom: -2.155 eV

Forces (eV/angstrom), in the order of the atoms: element, x, y, z
Si -0.0056 -0.0202 -0.0074
Si 0.0054 0.0023 -0.0123
Si -0.0014 -0.0023 -0.013
Si -0.0055 0.0039 -0.0121
Si 0.0028 -0.0031 -0.0127
Si 0.0014 -0.0068 -0.0178
Si -0.0005 -0.002 -0.0132
Si 0.0068 0.0043 -0.009
Si 0.003 -0.0002 -0.0022
Si 0.0005 -0.0009 0.0019
Si 0.0004 -0.0004 -0.0025
Si 0.002 0.0011 0.0013
Si 0.0004 -0.0047 -0.0007
Si -0.0004 -0.0002 0.004
Si 0.0015 -0.0007 0.0024
Si 0.0162 0.0073 -0.0223
Si -0.0031 -0.003 -0.0031
Si -0.0002 0.0006 -0.0014
Si 0.0037 -0.0015 -0.0017
Si 0.0022 0.0004 -0.0014
Si 0.0009 -0.0002 -0.0016
Si 0.0029 0.0067 0.0005
Si -0.0009 -0.0016 -0.0016
Si -0.0017 0.0006 -0.002
Si 0.0021 -0.0004 -0.0004
Si 0.0012 -0.001 -0.0006
Si -0.0001 -0.0029 -0.001
Si -0.0014 0.0007 -0.0017
Si -0.0005 -0.0012 -0.0008
Si -0.0036 -0.0004 0.0012
Si -0.0004 -0.0001 -0.0028
Si -0.0001 0.0019 -0.0017
Si -0.0017 0.0009 -0.0009
Si -0.0002 -0.0004 -0.0007
Si -0.0005 0.0005 -0.0003
Si -0.0004 -0.0013 -0.0013
Si -0.0013 -0.0009 -0.001
Si 0.0021 -0.0019 -0.0005
Si 0.0001 -0.0002 -0.0012
Si -0.0003 -0.0004 -0.0006
Si -0.0003 -0.0013 -0.0017
Si -0.0007 -0.001 -0.0017
Si -0.0011 -0.0006 -0.0019
Si -0.0009 0.0001 -0.0016
Si -0.0003 0.0003 -0.0021
Si -0.001 -0.0001 -0.0014
Si 0.0004 -0.001 -0.0023
Si 0.0004 0.0002 -0.0014
Si -0.0002 -0.0005 -0.0007
Si 0.0006 -0.0003 -0.0017
Si -0.0004 -0.0005 -0.0007
Si -0.0007 0 -0.001
Si -0.0008 -0.0007 -0.0014
Si -0.001 0 -0.0008
Si -0.0002 -0.0001 -0.0006
Si 0.0003 -0.0001 -0.0009
Si -0.0004 -0.0014 -0.0023
Si -0.0011 0.0002 -0.0021
Si 0.0001 -0.0003 -0.0009
Si -0.0001 -0.0002 -0.0015
Si 0.0001 -0.0002 -0.0006
Si 0 -0.0005 -0.0008
Si 0 -0.0013 -0.0021
Si -0.001 0.0003 -0.0011
Si -0.0008 0.0011 0.0006
Si -0.0001 -0.0002 -0.0019
Si 0.0011 -0.0003 -0.0001
Si 0.0005 -0.0016 -0.0015
Si 0.001 -0.0002 -0.0018
Si 0.0002 -0.0013 -0.0005
Si -0.0023 0 0
Si 0.0004 0.0008 -0.0018
Si -0.0019 0.0001 -0.0008
Si -0.0016 0.001 -0.0012
Si -0.0013 0.0002 -0.0014
Si 0.0003 -0.0011 -0.0026
Si -0.0002 -0.0007 -0.0018
Si 0.0015 -0.0003 -0.0006
Si 0.001 0.0002 -0.0017
Si -0.0005 -0.0002 -0.0011
Si -0.0005 -0.0001 0.0033
Si -0.0028 -0.0003 0.0029
Si -0.0017 -0.0001 0.0039
Si 0.0009 -0.0011 0.0057
Si 0.0007 0.0024 0.004
Si -0.0001 -0.0008 0.0033
Si 0.0015 0.0007 0.0039
Si 0.0007 0.0021 0.0039
Si 0.0035 -0.0059 -0.0346
Si -0.0014 0.0001 -0.0127
Si 0.0047 -0.0039 -0.0295
Si -0.0024 0.0028 -0.026
Si 0.0048 -0.0025 -0.0241
Si -0.0024 0.0043 -0.0276
Si 0.0005 0.0023 -0.0228
Si -0.0035 -0.0019 -0.0301
Si -0.0004 0.0037 0.0169
Si 0.0057 -0.004 0.0149
Si -0.0047 0.0008 0.0127
Si 0.0106 -0.0079 0.0262
Si -0.0014 0.0043 0.0097
Si -0.0049 0.0029 0.0179
Si -0.0015 -0.0014 -0.006
Si -0.0032 -0.0037 0.0262
Si -0.0068 -0.0065 -0.0018
Si -0.0008 -0.009 0.0026
Si -0.0013 -0.0031 0.0235
Si -0.0005 0.0014 0.0002
Si 0.001 0.0068 -0.0096
Si -0.0066 -0.0056 -0.0347
Si 0.0053 -0.0003 0.0253
Si -0.0048 0.0028 0.0231
Si 0.0021 0.0002 -0.0071
Si 0.0012 0.0071 0.0253
Si -0.003 -0.0014 0.0123
Si 0.0028 -0.0018 0.0157
Si 0.0011 0.0028 0.0016
Si -0.0003 -0.0024 -0.0337
Si -0.0029 -0.002 -0.0059
Si 0.0004 -0.0018 0.0326
Si -0.0009 -0.0001 -0.0074
Si -0.0013 -0.0041 -0.0029
Si 0.0025 0.0003 0.0122
Si 0.0038 0.0014 -0.0068
Si -0.0117 0.0077 0.0191
Si 0.0043 0.0026 0.0142
Si 0.0061 0.0051 -0.013
Si 0.0039 -0.0024 -0.0386
Si -0.0043 0.0042 -0.0316
Si 0.0043 0.0035 -0.0066
Si 0.0015 0.0049 0.0295
Si -0.0052 -0.002 0.0272
O -0.0043 0.0061 0.0168
O 0.0011 -0.0017 -0.0031
O -0.0035 0.0036 0.0123
O -0.0003 -0.0032 -0.0115
O 0.0014 -0.0004 0.0086
O 0.0017 -0.0065 0.0079
O -0.0019 -0.0029 -0.0177
O -0.0001 0.0027 -0.0015
O -0.0048 0.0004 0.0031
O 0.0111 -0.0045 -0.0128
O 0.001 0.0034 -0.0117
O 0 0.0177 -0.0204
O 0 0.0004 0.0001
O 0.005 -0.0033 0.0134
O -0.0138 0.0083 0.0246
O -0.0005 0.0017 -0.0044
O -0.0012 -0.0008 0.0129
O -0.0022 -0.001 -0.0065
O 0.0124 -0.0127 0.0284
O -0.0029 0.0026 -0.0086
O 0 -0.0007 0.0021
O 0.0073 0.0036 -0.0159
O 0.0001 0.0005 -0.0073
O -0.0063 0.0069 -0.0078
O -0.0012 -0.0004 0.0099
O 0.0031 -0.0022 -0.0004
O -0.0031 -0.0041 0.0098
O -0.0113 0.0051 -0.0134
O -0.0016 -0.0004 0.0049
O 0 -0.0013 0.0004
O -0.0046 -0.0009 0.01
O 0.0049 -0.0008 0.0108
O -0.0126 0.0099 0.0349
O 0.0025 0.0051 -0.0023
O -0.0087 0.0144 0.0286
O -0.0041 -0.0036 -0.0132
O -0.0002 -0.0007 0.0191
O -0.0015 0.0032 -0.0035
O 0.0018 0.0034 -0.0066
O 0.0002 -0.0051 -0.009
O 0.0014 -0.0008 -0.0025
O -0.011 0.0187 0.0296
O -0.0002 0.0012 0.0041
O -0.0071 0.01 -0.011
O -0.0074 -0.0027 -0.011
O 0.0001 0.0004 0.01
O -0.0001 -0.0039 -0.0038
O 0.0062 -0.0118 0.0272
O 0.014 0.0136 -0.0138
O -0.0012 0.0004 0.0006
O 0.0036 -0.0039 -0.0164
O 0.0022 0.0027 -0.0019
O -0.0004 0.0065 -0.0049
O 0.004 0.0031 0.0105
O 0.0026 -0.0019 -0.0066
O -0.0048 -0.001 -0.0008
O 0.0016 -0.0017 0.0086
O 0.0012 0.0068 -0.025
O 0.0021 0.003 -0.0006
O -0.003 0.0004 -0.0097
O 0.0002 0.0035 -0.0045
O -0.0025 0.0023 -0.0039
O -0.0068 0.0003 -0.0135
O -0.0045 -0.0074 0.0144
O -0.0111 0.01 0.0148
O 0.0045 0.0076 0.012
O 0.012 -0.0095 0.028
O 0.0052 0.0006 0.0028
O 0.0121 -0.009 0.0293
O -0.0008 0.0011 0.001
O -0.0004 -0.0033 -0.0091
O -0.0007 -0.0012 0.002
O -0.0007 0.0014 -0.001
O -0.0012 0.0024 0.015
O -0.0017 -0.0093 -0.0144
O 0 -0.0004 -0.0098
O 0.0037 -0.0067 0.0067
O 0.0039 0.0047 -0.0021
O -0.001 -0.0045 -0.0024
O -0.0004 -0.0009 0.0127
O -0.0092 0.0048 0.0154
O 0.0002 0.0039 -0.0047
O -0.0042 -0.0054 0.0079
O -0.0005 0.0004 -0.0064
O 0.0008 -0.0034 -0.0072
O 0.001 -0.0044 0.0025
O 0.0038 0.0013 -0.0218
O 0.0047 -0.0064 0.0038

The program warned: the cutoff lies below the one the program advises for these potential files; the forces do not sum to zero within the program's tolerance; empty levels may hold ghost states of the PAW files; the exchange-correlation potential is rough where the density is thin.
